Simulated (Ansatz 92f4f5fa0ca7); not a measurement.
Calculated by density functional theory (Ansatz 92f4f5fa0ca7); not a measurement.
Periodic cell of 213 atoms, Si132O78H3, from a study of silicon, its oxide and their interface. The atomic structure is a simulated model.
Doubt: the cutoff is far below the 930 eV that the study's wrapper takes by default for these files, so forces and energies are approximate.

Settings
functional: PBE
potential files: Ansatz PAW
basis: plane waves
wave-function cutoff: 580 eV
density cutoff ratio: 5
exchange-correlation grid ratio: 1
k mesh: 1 x 1 x 1, Gamma-centred
self-consistency stop: 5e-08 eV per atom in the density residual
occupations: fixed
spin: none
net charge: +1 e, with a uniform compensating background and no finite-size correction

Cell vectors (angstrom)
a 10.938 0 0
b 0 10.938 0
c 0 0 31.3387

Atoms: element, x, y, z (angstrom)
Si 10.3509 0.5142 23.9854
Si 5.7262 10.6305 23.9241
Si 2.2064 3.0479 23.9094
Si 8.6545 2.2254 24.0014
Si 0.3439 4.8936 23.8763
Si 4.888 5.9252 24.0364
Si 3.2048 7.6492 23.8777
Si 7.5149 8.7885 23.8325
Si 1.1937 1.4163 25.2597
Si 6.8423 1.316 25.2169
Si 3.9391 4.1055 25.1866
Si 9.5994 3.9945 25.2528
Si 1.3416 6.7367 25.0503
Si 6.7169 6.9331 25.1334
Si 4.0578 9.4987 25.1437
Si 9.3745 9.6232 25.1095
Si 2.6667 -0.017 26.4556
Si 8.1411 -0.0231 26.6625
Si -0.0508 2.7322 26.7513
Si 5.4181 2.7409 26.4699
Si 2.6395 5.4693 26.615
Si 8.1638 5.4975 26.4252
Si -0.0748 8.1899 26.3578
Si 5.4083 8.2163 26.6294
Si 4.0664 1.3452 27.8412
Si 9.5138 1.3304 28.0441
Si 1.3387 4.1238 28.0509
Si 6.7997 4.1291 27.83
Si 4.0451 6.8281 27.9655
Si 9.5463 6.8435 27.812
Si 1.2976 9.5323 27.8071
Si 6.7833 9.5506 28.015
Si 0.0073 -0.035 29.2894
Si 5.4333 0.0208 29.2967
Si 2.75 2.7186 29.2896
Si 8.1576 2.7672 29.2909
Si -0.0468 5.5138 29.2993
Si 5.4611 5.4674 29.2766
Si 2.6894 8.2233 29.2755
Si 8.2124 8.1834 29.2792
Si 1.3673 1.3673 30.6549
Si 6.8362 1.3673 30.6549
Si 4.1018 4.1018 30.6549
Si 9.5708 4.1018 30.6549
Si 1.3673 6.8362 30.6549
Si 6.8362 6.8362 30.6549
Si 4.1018 9.5708 30.6549
Si 9.5708 9.5708 30.6549
Si 2.7345 0 0.6835
Si 8.2035 0 0.6835
Si 0 2.7345 0.6835
Si 5.469 2.7345 0.6835
Si 2.7345 5.469 0.6835
Si 8.2035 5.469 0.6835
Si 0 8.2035 0.6835
Si 5.469 8.2035 0.6835
Si 4.0927 1.391 2.0664
Si 9.6348 1.3351 2.0566
Si 1.4068 4.0671 2.0414
Si 6.8247 4.1087 2.0522
Si 4.1351 6.817 2.0673
Si 9.5628 6.8571 2.0461
Si 1.3693 9.5886 2.0607
Si 6.8498 9.5604 2.0384
Si 0.1112 0.0381 3.5359
Si 5.5005 0.0166 3.3497
Si 2.7645 2.746 3.5266
Si 8.2566 2.7395 3.3184
Si 0.0384 5.4687 3.3011
Si 5.4674 5.4211 3.5137
Si 2.7742 8.2282 3.3645
Si 8.2178 8.2254 3.4623
Si 1.4718 1.4129 4.9942
Si 6.9109 1.3734 4.6842
Si 4.1211 4.0606 4.961
Si 9.635 4.1061 4.6748
Si 1.4321 6.8036 4.687
Si 6.8711 6.8118 4.8244
Si 4.1264 9.6117 4.7489
Si 9.6246 9.5907 4.8147
Si 2.9965 0.094 6.3351
Si 8.2931 0.0944 6.1306
Si 0.0164 2.8776 6.2257
Si 5.6226 2.6444 6.2107
Si 2.6929 5.5104 6.2566
Si 8.3019 5.4221 6.1108
Si 0.0596 8.1454 6.0573
Si 5.441 8.1902 6.1036
Si 5.019 0.7355 7.5198
Si 9.1436 1.9545 7.4047
Si 0.8498 4.6956 7.5545
Si 7.4026 3.6498 7.3735
Si 3.7434 7.2395 7.4764
Si 10.0209 6.4728 7.334
Si 2.0727 8.9542 7.0549
Si 6.6336 9.836 7.2521
H 4.1566 6.8635 8.8585
O 7.0297 4.0217 8.9604
O 9.5958 1.8035 9.0072
O 5.0647 1.0728 9.1547
O 7.3348 9.128 8.5985
O 9.4278 7.2994 8.6637
O 1.2544 4.2307 9.111
H 8.3004 2.6354 22.6025
H 10.7726 0.2018 22.5792
O 10.3441 5.3734 22.5633
O 2.7902 2.1462 22.6041
O 2.9873 7.8545 22.2297
O 5.225 5.5371 22.4597
O 4.9891 0.449 22.6099
O 7.9408 8.2433 22.3258
Si 4.52 8.2057 14.4872
Si 4.1624 1.6415 21.8465
Si 3.9501 1.4298 15.3243
Si 5.8717 1.2231 10.5629
Si 8.0394 7.8565 9.334
Si 7.2947 1.5333 14.6716
Si 5.8312 7.8338 19.0664
Si 8.5723 10.5867 18.8819
Si 5.0265 4.5161 21.2235
Si 10.5607 2.8472 12.673
Si 1.1385 5.0212 16.9596
Si 3.244 8.292 20.6838
Si 4.6091 9.8785 17.1189
Si 9.3353 4.502 18.4622
Si 8.4229 8.2272 20.7812
Si 6.5008 4.9895 18.6787
Si 1.0068 2.2659 15.5158
Si 2.8551 0.0593 19.5301
Si 4.6071 3.9895 11.5477
Si 0.3926 9.3412 15.8739
Si 9.1449 1.0768 10.3907
Si 9.2335 10.4901 14.2219
Si 6.7942 5.1703 10.0924
Si 7.4522 2.2499 17.8151
Si 8.7729 5.2285 12.5692
Si 0.4075 0.5595 17.9132
Si 2.39 5.6273 19.7177
Si 5.0702 10.8916 13.1565
Si 10.4264 5.7494 20.9819
Si 1.6051 4.4675 10.6865
Si 9.6628 9.248 11.3364
Si 6.9912 6.4728 14.9038
Si 1.8596 7.1356 14.7192
Si 8.6095 8.5769 16.3629
Si 0.3961 6.8588 11.9491
Si 5.5262 3.8562 14.4915
O 9.8181 1.7531 11.7129
O 3.0789 3.8897 11.0394
O 4.2459 8.7615 15.9973
O 0.1368 8.4103 11.471
O 9.9981 0.4017 18.7779
O 0.8749 6.7266 13.5003
O 0.6337 3.6358 11.6788
O 8.615 9.7998 20.3216
O 9.7086 4.61 20.0495
O 3.5254 10.2708 18.244
O 3.4066 7.0398 14.2158
O 8.4228 8.3166 10.845
O 3.612 4.8165 20.4402
O 4.7755 0.3702 16.2929
O 9.7531 7.2373 20.6911
O 7.501 1.0898 10.4538
O 4.8401 8.2855 20.3018
O 3.9894 1.0403 13.7265
O 5.1098 2.9634 21.7136
O 4.4593 9.4115 13.4058
O 2.1364 4.9512 18.2538
O 8.0089 5.4181 18.2345
O 5.2692 5.1846 10.659
O 6.8045 2.9414 14.017
O 0.0926 1.6499 16.7294
O 1.6478 8.701 15.104
O 7.2998 1.6984 16.289
O 5.9796 7.5544 14.2623
O 9.4556 3.9088 13.2341
O 5.3392 0.0464 11.5639
O 1.4723 6.0854 10.9902
O 2.6576 7.2315 19.5806
O 6.4123 0.3055 14.0306
O 7.7505 4.836 11.3705
O 9.7852 10.5031 10.3036
O 4.7104 4.3176 13.1525
O 1.0712 5.5918 20.6569
O 6.1181 5.1411 15.3324
O 1.3394 3.8007 15.9176
O 5.5581 6.3368 18.3541
O 2.3801 1.4041 15.6879
O 7.4362 0.8579 18.7378
O 6.9809 6.6296 9.4055
O 6.3228 4.771 20.281
O 8.2257 9.6179 15.1664
O 5.4458 2.6318 11.2477
O 7.2837 7.6519 19.7736
O 10.5361 5.0535 17.5098
O 8.8013 1.1241 14.2227
O 6.3019 3.4311 18.0732
O 4.5785 2.9425 15.4744
O -0.2052 10.4501 14.8401
O 1.5853 0.9338 18.9827
O 8.0817 6.0661 13.7747
O 3.806 1.1004 20.3427
O 8.4446 9.4055 17.7519
O 8.9037 2.9747 18.0785
O 2.499 9.7449 20.5284
O 1.5327 6.3182 16.0756
O 9.9027 6.1215 11.8385
O 7.7283 7.2151 16.1722
O 5.7843 9.0743 17.9693
O 0.8312 10.0639 17.251
O 10.1976 8.1958 16.1946
O 0.4294 2.246 13.9792
O 9.2012 9.8309 12.7654

Results
free energy: -128324.904 eV
free energy less fixed offsets of H -15.97, O -568.88, Si -635.61 eV per atom: -3.834 eV

Forces (eV/angstrom), in the order of the atoms: element, x, y, z
Si 0.0316 -0.0032 -0.0255
Si -0.0599 0.0867 -0.125
Si 0.0385 -0.068 -0.1328
Si -0.0229 0.0295 -0.0345
Si -0.0695 0.0528 -0.1601
Si 0.0479 -0.0366 -0.1674
Si -0.0384 0.0572 -0.2069
Si 0.031 -0.0635 -0.1976
Si -0.0428 0.0041 0.0893
Si 0.0315 -0.01 0.0433
Si -0.021 -0.0018 0.0719
Si -0.0129 -0.0507 0.089
Si 0.0263 -0.0202 0.0455
Si 0.0012 0.0118 0.0785
Si 0.0074 -0.0465 0.0692
Si -0.015 0.0486 0.0556
Si -0.0424 -0.009 -0.1274
Si -0.0475 -0.025 0.1612
Si 0.0082 0.0201 0.1778
Si 0.0127 -0.0055 -0.1199
Si -0.0223 0.0093 0.0999
Si 0.0091 -0.0103 -0.1634
Si 0.0025 -0.0135 -0.1769
Si -0.0321 -0.0159 0.1086
Si 0.0039 0.0226 0.1238
Si 0.0531 0.0243 -0.3095
Si -0.0273 -0.1483 -0.3454
Si 0.0001 -0.0701 0.1283
Si 0.0376 -0.0253 -0.1706
Si -0.0328 -0.0449 0.1658
Si 0.065 0.027 0.1446
Si 0.0633 -0.0101 -0.2707
Si 0.0259 0.0834 0.0422
Si -0.0095 0.0557 -0.0056
Si -0.0058 -0.0108 0.0464
Si -0.0301 0.0841 -0.0351
Si -0.0488 0.0863 -0.0064
Si 0.0194 0.044 0.0305
Si -0.0054 0.0531 -0.0386
Si 0.0257 0.0104 0.0296
Si 0.1052 -0.1775 -0.1377
Si -0.2654 0.1803 0.0941
Si 0.1326 -0.1307 -0.0316
Si -0.2544 0.1422 0.0599
Si -0.194 0.1869 0.1055
Si 0.0867 -0.1311 -0.1253
Si -0.3175 0.0743 0.0114
Si -0.0073 -0.2909 -0.0056
Si -0.0241 0.1456 0.1205
Si 0.3152 0.0026 -0.0021
Si 0.2131 -0.1514 -0.1314
Si -0.0132 0.1015 0.0663
Si 0.2206 -0.0412 0.0009
Si -0.1775 0.101 0.0987
Si -0.0474 0.2046 0.1095
Si 0.1507 -0.1981 -0.0638
Si -0.0923 -0.0422 -0.0333
Si 0.0044 -0.0721 0.059
Si 0.1097 -0.0773 0.0241
Si 0.0176 -0.0197 -0.0322
Si 0.046 -0.1429 0.0178
Si -0.0157 0.0414 -0.1004
Si 0.0145 0.0163 -0.0334
Si -0.0059 -0.1192 0.0357
Si -0.1147 -0.0491 -0.1985
Si -0.0095 0.2147 0.2131
Si 0.0691 -0.018 -0.2185
Si -0.0684 0.022 0.2407
Si -0.1089 0.0997 0.3942
Si 0.0671 0.1061 -0.1698
Si -0.1161 0.0066 0.1469
Si 0.0269 -0.1494 -0.1079
Si -0.2041 -0.0256 0.1193
Si 0.0595 -0.0005 -0.1376
Si 0.0009 0.082 0.2059
Si -0.0043 -0.0619 -0.1497
Si 0.2415 -0.1491 -0.2966
Si -0.0939 -0.0578 0.1101
Si -0.0325 -0.3435 -0.1592
Si 0.0749 0.3203 0.1236
Si -0.369 -0.5123 0.2668
Si -0.0628 0.0119 -0.0287
Si -0.0143 0.0693 -0.0327
Si -0.0508 -0.0234 -0.0818
Si -0.0653 -0.015 -0.0871
Si 0.0191 0.0805 -0.1195
Si 0.6631 0.3127 0.0357
Si 0.027 0.049 -0.0392
Si 0.1707 0.0374 0.346
Si 0.0809 -0.0227 0.2109
Si 0.0852 -0.083 0.2622
Si -0.0274 0.034 0.2065
Si 0.0145 0.148 -0.5945
Si -0.023 -0.1654 0.3241
Si -0.0508 0.2682 -0.2146
Si 0.0731 -0.0914 0.1508
H -0.1663 0.1715 0.1255
O 0.0471 -0.0957 -0.2838
O -0.0022 0.0525 -0.3278
O -0.0643 -0.0432 -0.3951
O -0.0843 0.0717 -0.1671
O 0.1295 -0.0769 -0.2502
O -0.0842 0.0356 -0.3859
H -0.0062 -0.0057 0.0282
H -0.0076 -0.0071 0.0283
O 0.0719 -0.0847 0.2821
O -0.1184 0.0918 0.1972
O -0.0013 -0.0501 0.3303
O -0.0232 0.0824 0.2885
O 0.0861 -0.1081 0.1829
O -0.0816 0.0604 0.3264
Si -0.0003 -0.0104 0.1249
Si 0.0305 0.0298 -0.3101
Si -0.0201 -0.0053 0.1069
Si 0.0557 -0.0194 0.5191
Si -0.047 0.0892 0.4219
Si 0.0004 0.0028 0.132
Si -0.0069 -0.002 -0.1197
Si 0.0042 0.0421 -0.1097
Si -0.0006 -0.034 -0.3106
Si 0.0221 -0.0252 0.3218
Si -0.0265 -0.0104 0.0024
Si 0.028 0.055 -0.2935
Si 0.0082 0.0076 -0.0025
Si -0.0135 -0.0187 -0.1013
Si 0.0272 0.0173 -0.3249
Si 0.0173 -0.0116 -0.1103
Si 0.0352 0.0011 0.1388
Si -0.052 -0.0198 -0.1604
Si -0.0306 -0.0442 0.3701
Si 0.0006 -0.0093 0.0749
Si -0.0031 -0.0407 0.4123
Si 0.0074 0.0207 0.226
Si 0.0262 -0.0331 0.4661
Si 0.01 0.0074 0.0073
Si 0.0305 0.0227 0.3293
Si -0.0118 -0.0063 -0.0326
Si -0.012 -0.0074 -0.1545
Si -0.0302 -0.0124 0.3074
Si -0.0052 0.0038 -0.3062
Si -0.0012 -0.0033 0.4688
Si 0.0403 0.0766 0.3956
Si -0.042 0.0367 0.143
Si 0.0452 0.03 0.1772
Si 0.0182 -0.013 0.0443
Si 0.0069 -0.0069 0.3427
Si 0.0329 -0.0292 0.2044
O -0.0623 -0.0752 -0.2099
O -0.0401 0.0268 -0.1363
O 0.0021 -0.0152 -0.0461
O -0.0129 0.0306 -0.1516
O -0.0127 -0.0097 0.0298
O -0.0659 -0.0151 -0.2048
O 0.0822 0.0699 -0.188
O -0.005 -0.0583 0.1167
O 0.0296 0.0332 0.1233
O -0.012 0.0112 0.0483
O -0.0057 -0.012 -0.0525
O -0.0594 -0.0962 -0.2508
O 0.0526 -0.0205 0.1043
O -0.0027 0.0109 -0.0291
O -0.0075 -0.0056 0.0821
O 0.0036 0.0074 -0.1352
O -0.0468 0.0045 0.1017
O 0.024 -0.0187 -0.1097
O -0.0256 -0.0388 0.1073
O 0.0072 0.0409 -0.1004
O 0.0146 0.015 0.0653
O -0.0071 0.0081 0.0266
O 0.0584 0.0685 -0.1821
O -0.0033 0.0234 -0.0695
O -0.0023 0.0051 -0.0236
O 0.0095 -0.0262 -0.0497
O -0.0036 -0.0073 -0.06
O 0.0058 -0.0014 -0.0468
O -0.0041 0.0141 -0.0962
O 0.0322 0.0647 -0.2782
O 0.0476 -0.0536 -0.1714
O 0.0023 0.0139 0.0777
O -0.0275 -0.0231 -0.0853
O -0.1288 0.0078 -0.2692
O 0.0255 0.0181 -0.1723
O -0.035 0.0119 -0.2384
O -0.0422 0.0015 0.1042
O 0.0003 -0.0108 -0.0519
O -0.0049 -0.0092 -0.032
O -0.0025 0.0064 0.0337
O 0.0047 0.0002 -0.0329
O -0.002 -0.0158 0.0232
O 0.0228 0.0524 -0.1592
O -0.0543 -0.0144 0.1363
O 0.006 0.0265 -0.0622
O 0.034 -0.0392 -0.1552
O 0.0457 0.0088 0.0938
O -0.0027 0.0023 0.0171
O 0.017 0.002 -0.0635
O -0.0115 0.018 0.0206
O 0.0201 0.0248 -0.0569
O -0.0294 0.0134 -0.0687
O 0.0347 -0.0042 0.0517
O 0.0645 -0.0511 -0.1587
O 0.0409 0.054 0.1648
O -0.0044 0.0018 0.0188
O 0.0043 0.0049 0.0146
O 0.0071 -0.0401 0.0861
O 0.0067 0.0186 -0.0466
O 0.0076 0.0212 -0.1157
O -0.0135 -0.0222 -0.0391
O 0.0007 -0.0212 0.0304
O 0.0016 -0.0007 -0.0093
O -0.0014 0.0038 -0.0204
O -0.0563 0.0312 -0.1691
O 0.028 -0.0676 -0.2514

The program warned: the cutoff lies below the one the program advises for these potential files; the forces do not sum to zero within the program's tolerance; the exchange-correlation potential is rough where the density is thin.
